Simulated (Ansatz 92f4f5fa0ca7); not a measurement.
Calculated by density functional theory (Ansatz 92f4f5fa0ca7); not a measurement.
Periodic cell of 223 atoms, Si132O90P1, from a study of silicon, its oxide and their interface. The atomic structure is a simulated model.
Doubt: the cutoff is far below the 930 eV that the study's wrapper takes by default for these files, so forces and energies are approximate.
This geometry differs little from another in the collection (a relaxation step or a small displacement).

Settings
functional: PBE
potential files: Ansatz PAW
basis: plane waves
wave-function cutoff: 580 eV
density cutoff ratio: 5
exchange-correlation grid ratio: 1
k mesh: 1 x 1 x 1, Gamma-centred
self-consistency stop: 5e-08 eV per atom in the density residual
occupations: fixed
spin: none
net charge: +1 e, with a uniform compensating background and no finite-size correction

Cell vectors (angstrom)
a  10.938  0  0
b  0  10.938  0
c  0  0  32.1988

Atoms: element, x, y, z (angstrom)
Si  10.5824  0.2272  24.8616
Si  5.7348  10.6813  24.7376
Si  2.4762  2.9196  24.6359
Si  8.4215  2.4689  24.8231
Si  0.2732  5.1701  24.753
Si  5.1497  5.7522  24.6831
Si  2.9307  8.0091  24.5957
Si  7.9362  8.4386  24.7254
Si  1.3285  1.3838  26.0328
Si  6.8442  1.3089  26.1204
Si  4.0419  4.1076  25.9863
Si  9.6066  4.0616  26.0859
Si  1.3985  6.827  26.0027
Si  6.7662  6.8537  26.0216
Si  4.1013  9.5347  25.9981
Si  9.4613  9.5694  26.1452
Si  2.7265  -0.0072  27.341
Si  8.1592  -0.0214  27.5601
Si  0.0105  2.7167  27.4899
Si  5.4389  2.7442  27.3604
Si  2.7288  5.4663  27.4316
Si  8.184  5.4723  27.3505
Si  -0.0079  8.1818  27.3688
Si  5.44  8.1985  27.4497
Si  4.0812  1.3643  28.7431
Si  9.5791  1.3513  28.842
Si  1.3686  4.1041  28.813
Si  6.8293  4.1004  28.7403
Si  4.1002  6.8158  28.8043
Si  9.5559  6.8239  28.7499
Si  1.3652  9.5642  28.7355
Si  6.7902  9.5431  28.8578
Si  0.0229  -0.0274  30.1636
Si  5.4285  0.0109  30.1625
Si  2.74  2.7242  30.1552
Si  8.193  2.7448  30.1413
Si  -0.0195  5.4676  30.1449
Si  5.4849  5.453  30.1538
Si  2.724  8.2073  30.1286
Si  8.2076  8.1751  30.1659
Si  1.3822  1.3502  31.5326
Si  6.8289  1.3742  31.5012
Si  4.1197  4.0842  31.5214
Si  9.5651  4.0955  31.5202
Si  1.3589  6.8424  31.49
Si  6.8508  6.8099  31.5413
Si  4.0795  9.5653  31.5237
Si  9.5835  9.5494  31.5247
Si  2.7444  -0.0088  0.7193
Si  8.2017  0.0031  0.6615
Si  0.0003  2.7245  0.6893
Si  5.4883  2.7236  0.7007
Si  2.742  5.4856  0.6533
Si  8.22  5.4449  0.7178
Si  0.0185  8.1852  0.694
Si  5.4726  8.2045  0.6848
Si  4.1395  1.3534  2.0737
Si  9.5633  1.346  2.0545
Si  1.3842  4.1221  2.0203
Si  6.8593  4.0681  2.0837
Si  4.1138  6.8273  2.0538
Si  9.5937  6.8264  2.0635
Si  1.3889  9.5392  2.07
Si  6.8337  9.5947  2.0443
Si  -0.0002  -0.0353  3.3963
Si  5.5004  0.0011  3.4834
Si  2.7766  2.7738  3.3697
Si  8.2005  2.681  3.4675
Si  0.033  5.4638  3.4282
Si  5.493  5.4601  3.4144
Si  2.7878  8.2078  3.4535
Si  8.2088  8.2188  3.3769
Si  1.4029  1.3796  4.6375
Si  6.852  1.3331  4.9316
Si  4.1735  4.0693  4.8007
Si  9.5948  4.0743  4.7655
Si  1.4301  6.8191  4.7991
Si  6.8405  6.8814  4.7385
Si  4.1511  9.5712  4.8733
Si  9.5474  9.5509  4.7836
Si  2.7626  0.1146  6.0816
Si  8.2084  -0.0741  6.2902
Si  0.0232  2.65  6.049
Si  5.4854  2.7165  6.3125
Si  2.8427  5.4875  6.1654
Si  8.186  5.4556  6.052
Si  0.041  8.1914  6.1222
Si  5.553  8.2166  6.253
Si  3.839  1.5822  7.6307
Si  9.8371  1.1267  7.4825
Si  1.6667  3.7833  7.2551
Si  6.6677  4.4016  7.5103
Si  4.4329  6.6192  7.559
Si  9.3826  6.969  7.3798
Si  1.1445  9.9177  7.2996
Si  7.1764  9.2169  7.7054
O  8.3543  8.0791  7.9808
O  2.7177  2.7607  7.9981
O  9.5182  1.3554  24.269
O  4.0469  6.8682  24.1195
O  0.0254  0.0034  7.9763
O  5.5404  5.4947  8.058
O  6.8445  9.5713  24.1937
O  1.3631  4.0604  24.1643
O  3.853  7.3414  8.9609
O  0.7925  4.4197  8.5741
O  9.9134  6.1627  8.8164
O  2.0665  9.3153  8.5215
O  7.5464  3.9349  8.8279
O  4.2579  0.9352  9.0985
O  6.7315  9.5518  9.2496
O  9.2173  1.8463  8.8292
O  7.7076  3.1559  23.5179
O  10.4958  5.8516  23.449
O  5.0856  0.4393  23.4032
O  5.8584  5.0958  23.3538
O  3.1009  2.214  23.2723
O  2.29  8.726  23.2337
O  8.6148  7.7594  23.3865
O  0.222  10.3451  23.5814
Si  4.3882  1.5764  22.47
Si  3.4653  7.9322  14.0457
Si  7.0997  0.9713  14.659
Si  0.9404  9.3602  22.5226
Si  1.1626  4.2774  11.8396
Si  6.2413  8.975  15.3294
Si  0.6886  1.3552  12.2546
Si  8.6286  4.9534  20.5115
P  0.3625  5.6936  9.3073
Si  5.0968  3.1332  17.9459
Si  0.8913  3.769  16.7352
Si  10.3975  2.8436  19.2204
Si  5.2731  1.1947  10.3763
Si  0.891  0.1805  19.8496
Si  6.6276  9.4638  10.8889
Si  9.3387  9.6873  18.3329
Si  9.3609  9.2346  12.591
Si  6.5702  3.8489  22.5838
Si  2.4602  8.0423  9.4049
Si  10.5902  7.3779  17.0807
Si  2.5148  6.3019  16.5964
Si  10.1444  4.5071  14.1707
Si  6.138  9.1918  18.5241
Si  7.9803  2.572  9.6096
Si  8.8905  2.1252  12.4703
Si  5.3461  6.2517  18.0661
Si  3.9225  0.5624  19.4704
Si  4.2483  3.8525  12.056
Si  5.5041  6.6137  12.1503
Si  8.0142  2.507  17.2205
Si  4.3451  2.503  14.9653
Si  1.5458  1.2308  15.2248
Si  1.5397  9.397  12.0575
Si  8.0112  6.8557  13.8738
Si  10.3683  9.8465  15.4901
Si  9.8077  7.0183  22.5514
Si  8.1198  5.4855  17.4077
O  6.0116  7.9689  11.3024
O  6.0037  9.2109  16.9046
O  7.6908  1.3327  13.1842
O  0.9807  1.7867  13.7954
O  9.4247  6.2728  16.8628
O  6.7113  6.2138  13.1547
O  5.12  4.6709  18.6077
O  9.2264  2.1408  18.2709
O  2.3693  0.0997  19.0755
O  9.4128  10.2471  16.7707
O  2.7531  4.4477  11.6603
O  5.0667  10.328  19.1116
O  9.4402  3.1999  13.5345
O  0.4665  1.7723  19.9421
O  3.1673  1.3547  15.0825
O  8.1752  5.3823  19.0194
O  3.9063  6.624  17.3806
O  4.5797  3.2901  16.3834
O  9.0032  5.6468  14.2986
O  5.4514  2.7619  22.1329
O  10.7378  4.2336  15.6362
O  0.3175  3.8693  18.2557
O  10.429  10.5195  19.2218
O  9.6024  10.0148  14.0394
O  10.9043  8.1276  22.0868
O  1.1612  2.1857  16.477
O  9.7313  3.7485  20.4063
O  8.1769  4.0315  16.6783
O  -0.0683  9.0909  11.9251
O  6.5859  2.4413  18.005
O  5.5661  10.7238  11.2107
O  7.7482  9.6035  18.8404
O  10.0393  1.0075  12.0673
O  1.3384  6.8495  9.0527
O  0.5274  4.827  13.2223
O  5.7195  7.6246  18.9812
O  5.2005  5.098  11.5232
O  2.6851  6.9871  15.1216
O  0.8732  2.7384  11.3889
O  0.8367  10.7167  15.4884
O  2.3379  8.496  10.9385
O  4.6743  2.4409  11.2922
O  4.1645  3.5426  13.681
O  2.2271  4.6878  16.5166
O  10.7179  8.2662  15.7027
O  6.8734  10.3107  14.673
O  2.3273  8.9687  13.4313
O  8.0094  1.5261  15.9048
O  4.0815  7.0006  12.8537
O  4.1776  2.0132  18.7178
O  7.2915  4.4195  21.256
O  8.4432  2.9345  11.126
O  1.1769  6.8668  17.3688
O  5.6579  1.6488  14.6786
O  8.109  9.7542  11.6083
O  9.2118  6.2862  21.2338
O  8.9339  7.6963  12.8504
O  1.6451  0.0962  11.8223
O  6.6487  6.1356  17.057
O  7.3824  7.8232  15.0391
O  1.2191  10.3002  21.2265
O  10.026  8.2067  18.3559
O  3.9473  0.8598  21.0807
O  0.3199  5.331  10.7987
O  6.6926  1.5934  9.676
O  4.7582  8.6987  14.6868

Results
free energy: -135858.382 eV
free energy less fixed offsets of O -568.88, P -755.39, Si -635.61 eV per atom: -3.272 eV

Forces (eV/angstrom), in the order of the atoms: element, x, y, z
Si  -0.0085  0.02  0.0004
Si  0.002  -0.011  0.0199
Si  -0.0175  0.0104  0.0147
Si  0.0167  -0.008  0.0234
Si  0.0045  -0.0106  0.0219
Si  -0.0012  0.0125  0.0162
Si  0.0101  0.0026  0.0054
Si  -0.0156  0.0064  0.0086
Si  -0.0099  -0.0006  -0.0051
Si  0.0088  -0.0043  -0.0226
Si  0.0025  0.0031  -0.0168
Si  0.0112  -0.0114  -0.0171
Si  0.0015  -0.0093  -0.0231
Si  -0.0056  0.0003  -0.01
Si  0.0104  -0.005  -0.0146
Si  0.0071  0.0058  -0.0134
Si  -0.0019  0.0048  0.0316
Si  0.0101  0.0103  -0.0624
Si  -0.0056  -0.0083  -0.0636
Si  -0.0046  0.0075  0.0316
Si  -0.0026  -0.0104  -0.0226
Si  -0.0052  0.0113  0.03
Si  -0.005  0.0075  0.0305
Si  0.0156  0.0104  -0.0401
Si  -0.0081  0.0001  -0.0272
Si  0.0111  0.0002  0.0579
Si  0.004  0.028  0.0441
Si  -0.0023  0.0026  -0.0316
Si  -0.0011  -0.0047  0.0346
Si  0.0009  -0.0147  -0.025
Si  0.0112  -0.0039  -0.0318
Si  -0.0436  -0.0187  0.0648
Si  -0.0086  0.0068  -0.004
Si  0.0148  -0.0156  -0.0039
Si  0.0053  -0.0065  -0.0046
Si  0.0011  0.0018  0.005
Si  0  -0.0041  -0.0071
Si  -0.0008  0.0001  -0.0027
Si  -0.0058  -0.0015  0.0045
Si  0.0007  0.0063  -0.0067
Si  -0.0074  0.0067  0.0037
Si  0.0052  -0.0061  -0.0041
Si  -0.0044  0.0092  -0.0011
Si  0.0135  0.0014  -0.0041
Si  0.0069  -0.0123  -0.0044
Si  -0.0022  0.0044  0.0007
Si  0.0033  -0.0008  -0.0031
Si  -0.0036  0.0012  0
Si  0.0061  0.0002  -0.0037
Si  -0.0059  -0.0056  0.0093
Si  -0.011  0.0016  0.0049
Si  0.0015  -0.0011  -0.0017
Si  -0.0112  0.0164  0.0121
Si  -0.001  -0.0107  -0.0018
Si  0.012  -0.0022  -0.0012
Si  0.0027  -0.0021  0.0071
Si  -0.0207  -0.006  0.0062
Si  0.0322  0.0086  -0.0134
Si  0.0219  -0.0212  0.0031
Si  0.0053  0.0344  -0.0097
Si  0.0054  -0.0167  -0.0189
Si  -0.0198  0.0089  -0.0009
Si  -0.0282  0.0133  -0.0081
Si  0.0183  -0.0218  0.0022
Si  -0.0542  -0.0496  -0.0406
Si  0.0175  0.0084  0.0421
Si  0.0304  0.0752  -0.0657
Si  -0.017  -0.0319  0.0418
Si  0.0303  -0.0091  0.0109
Si  -0.0177  0.0052  -0.0176
Si  0.0215  -0.0126  0.0396
Si  -0.0013  0.0295  -0.0301
Si  -0.0065  -0.0102  0.0681
Si  -0.0114  0.0204  -0.0485
Si  -0.0151  -0.0044  0.0692
Si  -0.0101  0.0047  -0.024
Si  -0.0133  0.0058  0.0242
Si  0  -0.0251  0.0387
Si  -0.0049  0.0041  -0.0662
Si  0.0376  0.0022  0.0842
Si  -0.052  -0.005  0.0698
Si  0.0633  -0.025  0.0022
Si  0.0556  -0.001  0.0822
Si  0.0003  0.0497  0.0258
Si  0.0061  -0.0583  0.0372
Si  -0.0112  0.1149  0.12
Si  -0.1174  0.0252  0.0847
Si  0.0105  -0.0521  0.062
Si  -0.01  0.0561  -0.0715
Si  0.0108  -0.0593  -0.1192
Si  -0.0239  0.0846  -0.1768
Si  -0.0139  -0.0109  -0.1682
Si  -0.0052  -0.0319  -0.141
Si  0.0205  0.0822  -0.4607
Si  -0.0592  -0.0424  -0.1496
Si  0.1523  -0.1122  -0.0619
O  -0.0943  0.0277  0.0709
O  -0.0232  -0.0208  0.0176
O  0.0036  -0.0095  0.0146
O  0.0018  -0.0085  0.0246
O  0.0314  0.042  0.051
O  -0.0003  0.02  0.0552
O  0.007  -0.0005  0.0156
O  0.011  0.0018  0.0168
O  -0.026  0.0253  0.0468
O  -0.0288  0.0725  0.0909
O  0.2009  -0.1361  0.2782
O  0.0202  -0.0222  0.0409
O  0.0257  -0.0324  0.0581
O  0.0363  -0.0297  0.0409
O  -0.0241  0.0062  0.0087
O  -0.0227  0.0265  0.0412
O  -0.0183  0.0161  -0.0051
O  -0.0139  0.0179  -0.0076
O  -0.013  0.0187  -0.0084
O  0.0155  -0.0224  -0.0046
O  0.0239  -0.0162  -0.0045
O  -0.019  0.0119  -0.0036
O  0.0227  -0.0176  -0.0009
O  0.0167  -0.027  0.0012
Si  0.0013  -0.0006  -0.0073
Si  -0.0014  0.0035  0.016
Si  -0.0204  0.0142  0.0155
Si  0.0026  -0.0048  -0.0045
Si  -0.0143  0.0396  0.0195
Si  -0.0052  -0.0008  0.0323
Si  0.0016  0.0065  0.0414
Si  -0.0069  0.0083  0.0033
P  -0.1148  -0.0424  -0.0722
Si  0.0044  -0.0056  0.0177
Si  -0.0167  0.0033  0.0089
Si  0.0024  0.0003  0.0122
Si  -0.0222  -0.0104  0.0106
Si  0.013  -0.0119  0.0072
Si  -0.0152  0.022  -0.0149
Si  -0.0018  0.007  0.0136
Si  0.002  0.0018  0.0266
Si  -0.0012  -0.0007  -0.0113
Si  -0.0088  -0.0028  0
Si  0.0004  -0.009  0.0127
Si  -0.0016  0.0043  0.0144
Si  0.0288  -0.0235  0.0135
Si  -0.0084  0.0066  0.0037
Si  -0.0017  0.012  -0.0057
Si  -0.0129  0.0168  0.0161
Si  0.0029  0.001  0.0036
Si  -0.0069  -0.0028  0.0159
Si  -0.0098  -0.002  0.0198
Si  -0.0043  0.0003  0.0319
Si  0.0013  0.0064  0.0122
Si  0.0265  -0.0223  0.0083
Si  -0.0013  0.0075  0.0011
Si  0.0157  0.001  0.0117
Si  -0.0062  0.0005  0.0213
Si  -0.0005  0.0048  0.0201
Si  0.0013  0.0016  -0.0119
Si  0.0031  -0.0042  0.0232
O  0.0002  -0.0182  -0.0097
O  0.0016  0.0011  -0.0135
O  -0.0115  -0.0094  0.0127
O  0.0051  -0.0226  -0.007
O  0.0012  0.0077  -0.0085
O  0.0069  -0.0036  -0.0154
O  -0.0018  0.0041  0.0023
O  -0.0105  0.0003  -0.0083
O  -0.0008  0.0014  -0.0021
O  0.0024  -0.0011  -0.0153
O  0.0267  -0.0174  -0.024
O  0.0063  -0.0069  -0.0015
O  0.0277  0.0262  0.0045
O  -0.0065  0.0053  0.0066
O  -0.0001  0.0149  -0.0135
O  -0.0062  0.0045  -0.0213
O  -0.0055  -0.0025  -0.0065
O  -0.0028  -0.0006  -0.0248
O  -0.0013  0.0013  -0.0129
O  0.0002  -0.001  0.0168
O  0.0032  0.0043  -0.031
O  0.0094  0.0042  -0.0154
O  -0.0106  -0.0048  -0.0057
O  0.0041  0.0018  -0.0077
O  0.0013  0.0024  0.0173
O  0.0014  0.0046  -0.017
O  0.0075  -0.0107  0.0012
O  -0.0013  0.0021  -0.0067
O  -0.0038  0.003  -0.0155
O  -0.0016  0.0037  -0.0016
O  0.0009  -0.0068  -0.0107
O  0.0043  -0.0012  0.0032
O  0.0162  0.0063  -0.0141
O  0.0208  0.0161  0.0047
O  -0.0504  -0.0235  0.0062
O  -0.0025  -0.0067  0.0065
O  0.0008  0.0119  -0.0178
O  0.0026  -0.0028  -0.0054
O  -0.0053  -0.0259  -0.0032
O  -0.0038  -0.0012  -0.0118
O  -0.0091  0.0089  -0.0076
O  -0.0034  0.0151  -0.0067
O  0.0129  -0.0244  0.0131
O  -0.002  -0.0064  -0.0063
O  -0.0018  0.0058  -0.0132
O  -0.0004  0.0125  -0.0137
O  0.0012  -0.0055  -0.0114
O  -0.0088  -0.0024  -0.0099
O  -0.0047  0.006  -0.0102
O  0.0054  0.0142  -0.0097
O  0.0126  0.0066  -0.0013
O  -0.0016  -0.0092  0.0108
O  -0.0002  0  -0.0027
O  -0.0041  0.0252  -0.018
O  0.0163  -0.0058  -0.0064
O  -0.0074  -0.0119  -0.0013
O  -0.0078  0.0018  -0.0099
O  -0.0137  0.0013  -0.0114
O  -0.0055  0.0002  -0.006
O  0.0009  -0.0012  -0.0114
O  -0.0038  0.018  -0.0134
O  0.0029  -0.0022  -0.0046
O  -0.0058  -0.0093  -0.0148
O  0.0209  -0.0171  0.0439
O  0.0021  0.0071  -0.0029
O  -0.0037  -0.0006  -0.0107

The program warned: the cutoff lies below the one the program advises for these potential files; the forces do not sum to zero within the program's tolerance; the exchange-correlation potential is rough where the density is thin.
